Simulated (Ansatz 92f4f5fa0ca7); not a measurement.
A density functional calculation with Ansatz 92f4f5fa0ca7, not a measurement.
Periodic cell of 243 atoms, Si148O89H6, from a study of silicon, its oxide and their interface. The atomic structure is a simulated model.
Doubt: the cutoff is far below the 930 eV that the study's wrapper takes by default for these files, so forces and energies are approximate.

Settings
functional: PBE
potential files: Ansatz PAW
basis: plane waves
wave-function cutoff: 580 eV
density cutoff ratio: 5
exchange-correlation grid ratio: 1
k mesh: 1 x 1 x 1, Gamma-centred
self-consistency stop: 5e-08 eV per atom in the density residual
occupations: fixed
spin: none
net charge: 0

Cell vectors (angstrom)
a  11.6015  0  0
b  0  10.938  0
c  0  0  33.151

Atoms: element, x, y, z (angstrom)
Si  -0.0214  0.0404  24.666
Si  3.8383  0.156  24.3111
Si  7.844  -0.0774  24.4537
Si  1.7901  1.4361  24.2216
Si  5.8994  1.3236  24.3289
Si  9.6505  1.3075  24.8962
Si  0.2423  5.6312  24.3989
Si  3.9646  5.504  24.3924
Si  8.0072  5.4603  24.4133
Si  2.1389  6.9906  24.3249
Si  5.9831  6.7408  24.3406
Si  9.8485  6.8652  24.4835
Si  1.989  2.7304  26.2438
Si  5.8806  2.7079  26.2919
Si  9.7424  2.8727  26.57
Si  0.122  4.1915  26.3346
Si  3.9374  4.1077  26.3101
Si  7.7839  4.1472  26.3689
Si  2.0684  8.2593  26.317
Si  5.8417  8.1609  26.2909
Si  9.7703  8.179  26.4431
Si  0.104  9.5515  26.4968
Si  3.952  9.6844  26.2743
Si  7.781  9.4985  26.3766
Si  0.0592  0.0232  28.3646
Si  3.9159  0.0046  28.2948
Si  7.7671  -0.0067  28.2974
Si  1.9851  1.4038  28.2684
Si  5.843  1.3933  28.2869
Si  9.7121  1.3662  28.3678
Si  0.0708  5.4911  28.316
Si  3.9044  5.439  28.2931
Si  7.7253  5.4848  28.3207
Si  2.008  6.8681  28.2781
Si  5.7969  6.8647  28.2979
Si  9.6978  6.8067  28.355
Si  1.9336  2.7345  30.2518
Si  5.8008  2.7345  30.2518
Si  9.6679  2.7345  30.2518
Si  0  4.1018  30.2518
Si  3.8672  4.1018  30.2518
Si  7.7343  4.1018  30.2518
Si  1.9336  8.2035  30.2518
Si  5.8008  8.2035  30.2518
Si  9.6679  8.2035  30.2518
Si  0  9.5708  30.2518
Si  3.8672  9.5708  30.2518
Si  7.7343  9.5708  30.2518
Si  0  0  32.1853
Si  3.8672  0  32.1853
Si  7.7343  0  32.1853
Si  1.9336  1.3673  32.1853
Si  5.8008  1.3673  32.1853
Si  9.6679  1.3673  32.1853
Si  0  5.469  32.1853
Si  3.8672  5.469  32.1853
Si  7.7343  5.469  32.1853
Si  1.9336  6.8362  32.1853
Si  5.8008  6.8362  32.1853
Si  9.6679  6.8362  32.1853
Si  1.9336  2.7345  0.9679
Si  5.8008  2.7345  0.9679
Si  9.6679  2.7345  0.9679
Si  0  4.1018  0.9679
Si  3.8672  4.1018  0.9679
Si  7.7343  4.1018  0.9679
Si  1.9336  8.2035  0.9679
Si  5.8008  8.2035  0.9679
Si  9.6679  8.2035  0.9679
Si  0  9.5708  0.9679
Si  3.8672  9.5708  0.9679
Si  7.7343  9.5708  0.9679
Si  -0.0436  -0.0171  2.9023
Si  3.8187  -0.022  2.9222
Si  7.6903  -0.0354  2.9489
Si  1.8825  1.3665  2.9024
Si  5.7577  1.3436  2.8605
Si  9.6226  1.3646  2.923
Si  -0.0505  5.4523  2.8967
Si  3.8237  5.4602  2.8969
Si  7.7061  5.4568  2.884
Si  1.8797  6.8268  2.9075
Si  5.7688  6.8185  2.8737
Si  9.6308  6.8441  2.9159
Si  1.8573  2.7128  4.8599
Si  5.7219  2.7237  4.7541
Si  9.5681  2.6882  4.9155
Si  -0.0916  4.1389  4.8652
Si  3.7774  4.0909  4.8311
Si  7.6726  4.1196  4.8201
Si  1.8315  8.1453  4.8914
Si  5.711  8.0981  4.8469
Si  9.623  8.1926  4.8876
Si  -0.0726  9.6014  4.8661
Si  3.7937  9.4792  4.8389
Si  7.6505  9.4944  4.9237
Si  -0.1151  0.068  6.7723
Si  3.7299  -0.2028  6.8233
Si  7.5621  -0.1187  6.902
Si  1.9011  1.2554  6.732
Si  5.6758  1.1561  6.5102
Si  9.5051  1.3629  6.9435
Si  -0.1351  5.5888  6.7783
Si  3.7387  5.3533  6.814
Si  7.663  5.5078  6.7374
Si  1.8866  6.7965  6.8746
Si  5.6636  6.72  6.7807
Si  9.5406  6.9615  6.9044
H  7.6489  4.5062  7.8319
H  5.6439  7.6676  7.9347
H  11.6025  10.0667  7.9204
O  6.0473  2.0957  7.8305
O  1.9304  7.7639  8.2672
O  9.5094  8.0926  8.2019
O  11.4654  4.4339  7.991
O  6.9114  10.1014  8.3515
O  3.6729  9.7869  8.2487
O  2.0267  2.131  8.1546
O  3.7135  4.2222  8.0668
O  9.5812  2.4996  8.2219
H  3.8555  4.5863  23.2157
H  3.9669  10.1216  23.1882
H  5.9598  7.684  23.1807
O  2.2325  7.8691  22.8727
O  9.7508  7.7941  23.0915
O  11.1932  10.0272  23.352
O  8.4601  4.5172  23.0897
O  9.5355  2.1139  23.4651
O  8.4673  10.1253  23.0347
O  5.9209  2.3582  23.0087
O  1.1944  2.2917  22.864
O  12.1426  4.8432  22.948
Si  10.3685  3.728  8.9605
Si  7.9549  4.5496  13.1747
Si  6.1869  4.7448  10.9273
Si  1.5205  11.3479  15.6175
Si  6.3549  8.9072  15.5094
Si  0.6508  9.335  11.1968
Si  6.8584  -1.468  18.402
Si  -0.8788  3.5238  16.9796
Si  4.3911  7.5273  19.1783
Si  6.3696  2.8437  21.5298
Si  1.261  2.7594  19.228
Si  9.115  3.2061  22.3647
Si  9.6306  8.6278  9.7449
Si  3.7451  9.392  14.6429
Si  10.0641  2.7255  14.2535
Si  16.8263  0.94  19.253
Si  1.2024  6.483  12.4806
Si  0.471  14.4486  22.0226
Si  2.1336  8.3379  21.325
Si  3.4327  2.3808  17.2739
Si  12.3957  9.3385  17.615
Si  5.7659  8.9522  12.6022
Si  2.6704  7.3015  16.5014
Si  -2.7784  5.8412  10.7077
Si  3.4545  15.5803  15.3413
Si  0.6548  4.7299  14.6886
Si  7.8909  4.9229  17.6599
Si  6.267  16.7299  15.2339
Si  0.2863  12.0892  12.8933
Si  0.8777  3.6162  11.0976
Si  5.833  2.1395  9.4272
Si  13.954  -0.1383  19.8256
Si  6.3473  5.3548  20.0775
Si  4.1567  6.7978  11.3701
Si  7.091  10.3487  9.9758
Si  14.6561  3.0603  9.0067
Si  2.8946  8.7036  9.2012
Si  8.4318  7.2489  19.3686
Si  9.8764  9.3636  22.6578
Si  -0.6371  8.3436  20.0652
O  -1.0972  3.4016  21.5475
O  7.4109  6.5558  20.455
O  3.9182  7.7255  10.0449
O  3.9575  11.0586  19.8648
O  0.462  10.6239  12.1947
O  5.6033  -2.3604  18.928
O  0.7743  7.7376  20.6201
O  12.0453  10.4779  16.491
O  5.6083  12.9605  20.3756
O  1.9993  9.9741  21.1902
O  2.6866  16.634  16.3237
O  10.2402  9.4077  21.0666
O  0.6821  5.159  11.6592
O  3.6069  18.5038  17.7812
O  2.0567  -1.0678  18.5101
O  6.689  11.9279  10.2195
O  -1.3102  12.4426  13.1672
O  8.2288  6.5093  17.9232
O  4.7354  12.5643  17.8655
O  1.4285  12.1372  19.7129
O  7.2256  9.4404  16.7878
O  1.0837  2.3261  12.0895
O  -3.6214  2.6469  21.3359
O  9.3046  4.1532  17.4791
O  9.1014  5.1185  12.1539
O  0.7347  6.2462  14.0427
O  3.4512  7.8824  20.463
O  11.5434  2.9108  18.2556
O  12.1801  7.9253  12.0357
O  11.1491  3.8831  13.8414
O  6.631  4.0582  12.3496
O  5.0032  6.0397  19.4649
O  12.8141  -2.9877  16.8538
O  6.5432  10.9813  18.9104
O  7.1987  5.9693  10.5354
O  6.4044  14.522  9.842
O  4.0268  3.3774  16.1623
O  8.6265  9.8417  10.1997
O  2.8188  6.6192  12.2783
O  2.6213  3.2027  18.4312
O  2.3421  12.3039  16.627
O  0.8525  12.1793  14.4193
O  6.1074  18.2527  15.7676
O  4.9661  9.7598  15.6628
O  11.1424  9.0772  18.6085
O  3.2224  7.9048  15.0804
O  5.3885  -3.5456  12.2751
O  1.2135  3.6822  20.57
O  6.8053  9.0745  13.9034
O  4.3143  9.5598  13.1127
O  4.6642  5.3052  10.9301
O  -1.6344  7.0607  19.87
O  9.395  15.8627  9.5001
O  6.8475  4.8224  16.4161
O  4.8088  16.2126  14.6698
O  4.2189  2.1172  9.7056
O  2.2199  3.747  10.2083
O  8.1521  8.8463  19.1769
O  7.0805  4.3792  18.9724
O  2.0397  9.4882  10.361
O  -3.0472  3.319  14.0493
O  5.9643  4.4277  21.3542
O  6.2597  9.6077  11.1948
O  13.7888  4.1289  14.4176
O  11.084  9.2653  10.0758
O  7.4355  16.7244  14.0985
O  0.0933  4.6443  16.2406
O  10.3028  2.3943  15.8498
O  2.5284  10.3918  14.8159
O  11.1545  3.1681  10.2667
O  9.423  7.3381  10.7333

Results
free energy: -144793.637 eV
free energy less fixed offsets of H -15.97, O -568.88, Si -635.61 eV per atom: 2.783 eV

Forces (eV/angstrom), in the order of the atoms: element, x, y, z
Si  -0.1762  -0.3659  0.0774
Si  0.2323  -0.0125  -0.073
Si  0.4127  -0.3715  -0.0339
Si  -0.3514  0.3512  -0.2626
Si  -0.2661  0.2364  -0.3043
Si  -0.1336  0.3821  0.0865
Si  0.1034  -0.2528  -0.2586
Si  0.2655  0.0278  0.0426
Si  0.0459  -0.2878  -0.1973
Si  0.0762  0.2606  -0.3051
Si  -0.1156  -0.084  0.1182
Si  -0.0525  0.3251  -0.1532
Si  -0.0265  0.1798  0.188
Si  0.1004  0.0968  0.1396
Si  0.0747  0.0964  -0.0054
Si  -0.1016  -0.1218  0.0674
Si  -0.0681  -0.1542  0.03
Si  -0.026  -0.1309  0.1678
Si  -0.0231  0.1846  0.214
Si  0.0957  0.0285  0.0812
Si  0.0076  0.2221  0.0179
Si  -0.0307  -0.0966  0.0535
Si  -0.0947  -0.1584  0.1865
Si  -0.057  -0.1644  0.0161
Si  0.0671  0.1377  -0.03
Si  0.044  0.1436  -0.0897
Si  -0.0274  0.103  -0.0964
Si  0.0115  -0.1381  -0.098
Si  -0.013  -0.1277  -0.0273
Si  0.0071  -0.1255  0.0058
Si  0.0179  0.115  -0.0618
Si  -0.02  0.0677  0.0023
Si  0.0323  0.1459  -0.0904
Si  -0.0028  -0.154  -0.0784
Si  -0.0306  -0.1138  -0.1122
Si  0.0016  -0.1173  -0.1417
Si  0.0978  0.0762  -0.182
Si  0.0641  0.011  -0.1132
Si  -0.0125  0.0599  0.3199
Si  0.1371  0.0087  -0.1263
Si  0.0036  -0.0344  -0.05
Si  -0.0723  -0.0021  -0.0461
Si  0.1107  0.0734  -0.1652
Si  -0.055  0.072  -0.079
Si  0.021  0.0599  0.0746
Si  0.0879  -0.0165  0.2046
Si  0.0383  0.046  -0.0922
Si  0.0079  -0.0299  -0.0999
Si  -0.0039  -0.0104  0.0357
Si  -0.0027  0.1051  -0.0243
Si  -0.0058  0.126  0.0161
Si  -0.0042  -0.1232  -0.0259
Si  -0.0102  -0.0237  -0.0493
Si  0.0064  0.012  0.0821
Si  -0.0138  0.0404  -0.0088
Si  0.0151  0.0569  -0.0286
Si  0.0054  0.0334  -0.0265
Si  0.0073  -0.111  -0.012
Si  -0.0062  -0.0552  -0.0193
Si  -0.0018  -0.0454  0.0465
Si  -0.0245  0.0324  -0.0214
Si  -0.0233  -0.0074  -0.2009
Si  -0.0714  -0.0675  0.1203
Si  -0.0433  -0.0831  -0.0359
Si  -0.0779  -0.0792  -0.0242
Si  0.0351  -0.0996  -0.1108
Si  -0.0758  0.0336  0.0804
Si  -0.0228  0.0771  -0.0776
Si  -0.0138  0.0323  0.0763
Si  -0.0554  -0.0329  -0.0286
Si  -0.0557  -0.0764  0.0623
Si  -0.0098  -0.0833  0.1927
Si  0.0002  0.1375  0.0537
Si  -0.054  0.1281  0.0894
Si  0.0128  0.126  0.1441
Si  0  -0.1382  0.0636
Si  0.0342  -0.1316  0.052
Si  -0.0135  -0.119  0.1557
Si  -0.0401  0.0698  -0.0267
Si  -0.0606  0.1599  0.0924
Si  -0.0105  0.1511  0.0277
Si  0.0018  -0.0987  0.0867
Si  -0.0155  -0.1866  0.1045
Si  0.0679  -0.1528  0.1341
Si  -0.0348  0.2187  -0.1255
Si  -0.166  0.2041  -0.0344
Si  0.0299  0.1807  -0.1198
Si  -0.0265  -0.2517  -0.0575
Si  0.0594  -0.1408  -0.2567
Si  0.041  -0.2383  0.0159
Si  0.1685  0.1872  -0.125
Si  0.0293  0.1767  0.0461
Si  -0.1139  0.1117  -0.224
Si  0.0236  -0.201  -0.095
Si  -0.0762  -0.169  -0.1209
Si  0.3032  -0.2096  -0.077
Si  -0.0434  -0.0511  0.0093
Si  0.0329  -0.356  0.2905
Si  -0.4898  -0.3432  0.2103
Si  -0.14  0.3023  0.3067
Si  0.1953  0.0769  0.1968
Si  0.2457  0.5951  0.3262
Si  0.1034  -0.2834  0.1261
Si  0.1523  -0.5432  0.3005
Si  -0.1393  0.0109  0.0127
Si  -0.2036  0.4619  0.2452
Si  0.0614  0.0379  -0.0619
Si  0.0968  0.4654  0.277
H  -0.0475  0.0288  0.0729
H  0.062  -0.0197  0.0609
H  -0.0009  -0.0311  0.1004
O  0.0136  0.2271  0.0615
O  -0.0459  -0.2357  -0.3252
O  -0.117  -0.2434  -0.4964
O  0.068  0.057  -0.1455
O  0.0991  0.0336  -0.5681
O  0.114  0.2642  -0.3625
O  -0.0885  -0.1116  -0.2019
O  0.0923  0.3268  -0.2577
O  -0.1056  -0.3367  -0.3211
H  -0.0252  0.0115  -0.0685
H  -0.0572  -0.0443  -0.1341
H  0.0097  0.0242  -0.1212
O  0.0194  -0.1968  0.517
O  -0.0189  -0.0968  0.2199
O  0.0681  0.0122  0.0811
O  -0.1418  0.249  0.1787
O  -0.0072  0.1463  -0.2492
O  -0.2971  0.1894  0.3355
O  -0.1081  -0.1337  0.367
O  0.3411  -0.2722  0.3775
O  0.0061  0.1072  0.2239
Si  0.1037  -0.1206  0.3578
Si  -0.0711  0.0315  -0.0607
Si  -0.1028  -0.096  0.2367
Si  0.0013  -0.0087  0.0511
Si  0.0576  -0.076  0.0571
Si  -0.085  -0.1046  0.2414
Si  0.0365  -0.0435  0.1224
Si  -0.046  0.087  0.0905
Si  0.2141  -0.0241  -0.018
Si  0.1042  0.029  -0.278
Si  0.1281  -0.0339  -0.1281
Si  -0.023  -0.1573  0.0258
Si  0.1124  -0.1235  0.4754
Si  -0.0101  0.023  -0.0318
Si  -0.1185  0.0393  -0.1357
Si  0.0201  -0.1005  -0.1336
Si  0.0183  0.1193  -0.0359
Si  0.0307  0.1183  -0.2452
Si  -0.1468  -0.0691  -0.4124
Si  -0.0583  0.0023  0.0512
Si  -0.0521  0.0012  0.0134
Si  -0.0849  -0.0594  -0.002
Si  -0.0473  0.1033  0.0489
Si  -0.1292  -0.0708  0.4515
Si  -0.0535  -0.0823  -0.0544
Si  -0.007  0.1106  -0.0369
Si  0.0547  0.1727  -0.0211
Si  0.1517  -0.0067  -0.0112
Si  0.004  -0.0688  -0.0933
Si  0.0469  0.0317  0.2861
Si  -0.061  0.1014  0.1198
Si  0.0583  0.0881  -0.2661
Si  0.0594  0.1961  -0.2642
Si  -0.0514  -0.2006  0.1999
Si  0.0167  0.2009  0.3577
Si  0.0455  0.0153  0.2892
Si  0.0093  -0.003  0.2655
Si  0.1045  -0.0405  -0.0051
Si  0.0964  0.0198  -0.2364
Si  -0.1875  -0.1999  -0.1864
O  -0.0314  -0.0126  0.0177
O  -0.0511  -0.1169  0.1103
O  -0.0369  0.1181  -0.2594
O  -0.0793  -0.0513  0.0604
O  -0.0124  -0.0411  -0.0969
O  -0.086  -0.0136  -0.0255
O  0.1233  -0.0173  0.1754
O  -0.0023  -0.0078  -0.0058
O  0.0092  0.0622  0.116
O  0.0045  0.0417  0.2036
O  -0.0426  0.0037  0.0352
O  -0.1266  0.0878  0.1888
O  -0.0272  -0.1312  -0.1076
O  -0.0389  0.0108  0.0006
O  0.0718  0.0166  0.0599
O  0.0392  -0.1509  -0.1425
O  0.0373  0.0658  0.1528
O  -0.0069  -0.0549  -0.0342
O  0.0169  -0.0048  -0.002
O  -0.0172  -0.0424  0.0957
O  -0.019  0.0149  -0.142
O  -0.002  0.096  -0.0972
O  0.1022  -0.062  0.0787
O  0.0286  -0.0532  0.004
O  -0.0306  0.0505  -0.1625
O  -0.0164  -0.0946  0.0787
O  -0.0359  -0.0064  0.1635
O  -0.0081  -0.0105  0.0369
O  0.0489  0.0534  -0.0582
O  0.0623  0.0037  0.0477
O  0.0089  0.0329  -0.0459
O  -0.0443  -0.0559  0.006
O  0.0569  -0.0536  -0.0158
O  -0.0887  0.0786  -0.012
O  0.0745  -0.018  -0.2072
O  0.0993  0.0384  -0.1679
O  0.0362  -0.0021  -0.0169
O  0.0868  0.0043  -0.1964
O  0.0406  0.022  -0.0536
O  -0.0517  0.0078  0.0574
O  0.0068  0.013  -0.0097
O  -0.0213  0.0126  0.0342
O  -0.0247  0.0377  -0.0181
O  -0.0267  0  0.0011
O  0.0155  0.0235  0.061
O  0.0326  0.0935  -0.0275
O  0.0338  0.0836  0.031
O  0.0098  0.0252  0.2256
O  0.0123  0.0285  0.0153
O  -0.0066  -0.0355  0.0543
O  0.0371  0.0262  -0.083
O  0.06  0.0947  0.0612
O  -0.0248  -0.0087  -0.2471
O  -0.0699  -0.0459  -0.0148
O  -0.0274  -0.0116  0.0216
O  -0.0858  -0.0637  -0.1323
O  0.0667  0.0106  -0.2275
O  -0.0536  0.0007  -0.0215
O  -0.0542  -0.0601  0.084
O  0.1099  0.0493  -0.2217
O  0.0644  -0.0678  0.0182
O  -0.0178  -0.0399  0.1745
O  0.014  0.0387  -0.1305
O  0.0291  0.0264  0.071
O  -0.0943  0.0199  -0.223
O  -0.0152  -0.0037  0.0472
O  0.0411  -0.0145  -0.1059
O  -0.0218  -0.0698  0.0086
O  0.0281  -0.0457  -0.0692
O  -0.1241  -0.0775  -0.2541
O  0.0598  0.1005  -0.1912

The program warned: the cutoff lies below the one the program advises for these potential files; the forces do not sum to zero within the program's tolerance; the exchange-correlation potential is rough where the density is thin.
